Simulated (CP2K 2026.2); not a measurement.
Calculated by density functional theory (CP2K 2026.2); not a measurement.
Periodic cell of 513 atoms, Si351O162, from a study of silicon, its oxide and their interface. The atomic structure is a simulated model.
Doubt: the forces sum to 2.62 eV/angstrom along one axis rather than to zero, so they err by at least 0.0051 eV/angstrom per atom on average; the grid cutoff is modest.

Settings
functional: PBE
method: Gaussian and plane waves
basis set: DZVP-MOLOPT-SR-GTH
pseudopotentials: GTH-PBE
grid cutoff: 300 Ry, relative cutoff 40 Ry
k points: Gamma only
occupations: fixed
spin: none
net charge: 0

Cell vectors (angstrom)
a	16.407	0	0
b	0	16.407	0
c	-0.2384	-0.0384	34.4958

Atoms and the computed forces on them: element, x, y, z (angstrom), force x, y, z (eV/angstrom)
Si	0.245	16.024	0.1	0.016	-0.013	0.217
Si	2.192	2.934	34.475	0.081	-0.104	0.218
Si	-0.026	5.289	34.454	-0.104	0.104	0.205
Si	3.233	8.015	0.078	-0.254	0.112	0.138
Si	16.055	11.053	0.215	-0.034	0.005	0.119
Si	2.482	13.847	0.37	-0.033	0.027	0.066
Si	5.489	0.109	0.388	-0.031	-0.068	0.183
Si	8.337	2.531	0.33	-0.066	0.021	0.23
Si	5.268	5.518	0.488	0.117	-0.102	0.201
Si	8.32	7.315	34.337	-0.018	0.091	0.232
Si	4.617	11.78	34.22	0.126	-0.094	0.282
Si	8.487	13.61	0.092	-0.13	0.105	0.168
Si	10.609	0.394	0.233	0.04	-0.047	0.214
Si	13.209	3.135	0.109	0.029	0.049	0.2
Si	10.921	5.297	0.428	0.017	-0.007	0.09
Si	13.321	8.011	0.28	0.072	0.069	0.228
Si	10.637	11.185	0.308	0.058	-0.141	0.191
Si	13.458	13.111	34.472	-0.003	0.056	0.197
Si	1.304	1.345	1.354	-0.02	-0.004	-0.053
Si	3.967	3.933	1.546	0	0.053	-0.073
Si	1.368	6.933	1.271	0.043	0.001	-0.077
Si	4.144	9.868	1.173	-0.006	-0.022	-0.046
Si	1.16	12.31	1.544	-0.002	0.006	-0.028
Si	3.974	15.173	1.599	0.011	0.014	-0.019
Si	6.903	1.318	1.739	0.003	0.003	-0.053
Si	9.499	4.007	1.714	0.005	-0.011	-0.059
Si	6.961	6.733	1.523	-0.019	-0.042	-0.073
Si	9.412	9.352	1.175	0.026	0.012	-0.044
Si	6.644	12.538	1.199	-0.012	0.009	-0.068
Si	9.573	15.127	1.52	0.001	0.004	-0.064
Si	12.221	1.498	1.513	-0.021	0.004	-0.071
Si	14.95	4.222	1.316	0	-0.012	-0.058
Si	12.129	6.757	1.776	0.004	-0.002	-0.048
Si	14.824	9.484	1.456	-0.014	-0.008	-0.04
Si	12.258	12.238	1.613	-0.017	-0.006	-0.078
Si	14.903	14.888	1.254	0.017	-0.005	-0.049
Si	16.279	2.742	2.68	-0.007	-0.002	0.008
Si	2.612	0.118	2.91	0.013	0.01	0.003
Si	16.349	8.188	2.727	-0.002	-0.013	0.004
Si	2.639	5.498	2.758	-0.021	-0.02	0.039
Si	16.197	13.672	2.859	-0.002	-0.011	0.012
Si	2.674	10.941	2.738	-0.013	-0.002	0.021
Si	5.385	2.67	2.942	-0.008	0.013	0.008
Si	8.236	16.349	3.031	-0.009	-0.001	0.006
Si	5.508	8.345	2.629	0.025	0.032	0.062
Si	8.151	5.408	3.018	-0.009	0.004	0.009
Si	5.4	13.751	2.824	0.022	-0.003	0
Si	8.014	10.91	2.523	-0.004	-0.014	0.022
Si	10.903	2.698	3.034	-0.001	-0.004	0.011
Si	13.626	16.379	2.681	0	-0.001	0.005
Si	10.707	8.223	2.879	0	0.004	0.003
Si	13.679	5.449	2.918	0.013	0.005	0.014
Si	10.92	13.721	2.858	0.008	0.008	0.027
Si	13.564	10.835	2.935	-0.005	-0.005	0.003
Si	1.251	4.115	4.109	0.013	0.015	-0.013
Si	4.01	1.37	4.316	-0.004	-0.007	0.002
Si	1.312	9.558	4.115	-0.001	-0.003	0.005
Si	4.077	6.911	4.033	-0.009	-0.006	-0.019
Si	1.225	15.063	4.177	0	-0.002	-0.001
Si	4.023	12.321	4.133	0.004	0.006	0.011
Si	6.72	4.073	4.299	0.002	0.003	0
Si	9.548	1.338	4.374	0.008	0.004	-0.004
Si	6.78	9.637	4.121	-0.006	-0.001	-0.042
Si	9.473	6.838	4.314	0.002	-0.001	0.003
Si	6.761	15.02	4.28	-0.001	0.004	0
Si	9.44	12.262	4.025	-0.001	0.001	-0.008
Si	12.293	4.104	4.295	-0.007	-0.008	0.002
Si	14.968	1.351	4.104	0.006	0.005	-0.006
Si	12.143	9.527	4.252	0.002	0.006	-0.002
Si	15.03	6.856	4.209	-0.004	-0.004	0.003
Si	12.284	15.083	4.191	-0.003	-0.004	-0.001
Si	14.927	12.264	4.248	0.004	0	-0.005
Si	16.304	0.024	5.553	-0.002	0	-0.004
Si	2.614	2.791	5.563	-0.002	0.006	-0.001
Si	16.353	5.453	5.562	0	-0.003	0.001
Si	2.69	8.2	5.484	0.001	-0.005	-0.003
Si	16.363	10.915	5.54	-0.003	0.003	-0.002
Si	2.639	13.681	5.513	-0.001	0	-0.003
Si	5.386	16.391	5.631	0.007	0.001	-0.001
Si	8.12	2.722	5.648	-0.004	-0.006	0.008
Si	5.358	5.539	5.536	0.002	0.001	0.001
Si	8.085	8.251	5.573	-0.005	0.002	0
Si	5.388	10.956	5.516	0.005	-0.006	-0.004
Si	8.142	13.6	5.541	-0.008	-0.002	-0.003
Si	10.933	16.373	5.652	0.001	0.001	0.004
Si	13.64	2.684	5.582	-0.002	-0.003	-0.001
Si	10.897	5.482	5.627	0.006	0.008	0.004
Si	13.594	8.184	5.564	0	-0.004	0.002
Si	10.788	10.961	5.53	0.004	-0.002	-0.001
Si	13.585	13.674	5.582	-0.001	0.001	0.003
Si	1.273	1.386	6.926	0.004	0	-0.003
Si	3.998	4.157	6.916	-0.004	0.005	-0.002
Si	1.33	6.835	6.895	-0.001	-0.006	-0.004
Si	4.028	9.574	6.886	0	0.002	-0.003
Si	1.301	12.302	6.909	0.002	0.001	-0.002
Si	3.999	15.015	6.94	0.002	0.001	0.001
Si	6.751	1.356	6.991	0.002	-0.002	0.003
Si	9.506	4.11	6.972	0	0.003	-0.002
Si	6.731	6.869	6.934	0	0.003	-0.001
Si	9.471	9.591	6.939	0.001	-0.002	-0.002
Si	6.754	12.284	6.926	-0.003	0	-0.004
Si	9.509	14.984	6.931	0.004	-0.003	-0.003
Si	12.273	1.356	6.991	-0.001	0	0.002
Si	14.989	4.085	6.937	0	-0.001	-0.002
Si	12.26	6.835	6.978	0.003	-0.006	0.001
Si	14.97	9.568	6.91	-0.001	0.003	-0.001
Si	12.183	12.313	6.916	-0.005	0.005	-0.004
Si	14.96	15.047	6.937	0.003	-0.002	-0.001
Si	16.337	2.733	8.325	-0.001	-0.002	-0.002
Si	2.645	0.007	8.288	0.002	0	-0.001
Si	16.347	8.193	8.267	-0.001	-0.001	-0.006
Si	2.656	5.491	8.319	0.003	0	0.002
Si	16.338	13.672	8.285	0.001	0.001	-0.002
Si	2.669	10.935	8.275	-0.001	0.001	-0.003
Si	5.371	2.769	8.292	0.003	0.002	-0.001
Si	8.14	16.375	8.303	-0.005	-0.001	0.001
Si	5.372	8.223	8.306	0	-0.002	0
Si	8.118	5.495	8.299	0.003	-0.001	0
Si	5.388	13.658	8.294	0.003	0	0
Si	8.111	10.937	8.321	0	-0.003	-0.002
Si	10.877	2.729	8.324	-0.002	0.001	0
Si	13.616	16.391	8.349	-0.001	0	0.001
Si	10.861	8.22	8.296	0.004	0	0.001
Si	13.619	5.445	8.315	-0.001	0.001	0.002
Si	10.856	13.655	8.333	-0.001	0.001	0.003
Si	13.585	10.941	8.266	0.001	0	-0.003
Si	1.297	4.106	9.681	-0.002	-0.002	-0.002
Si	4.015	1.383	9.654	-0.001	0.003	0
Si	1.299	9.565	9.645	-0.001	-0.002	-0.005
Si	4.025	6.849	9.685	-0.001	0	0.001
Si	1.292	15.041	9.663	0.001	0.001	-0.001
Si	4.028	12.294	9.663	0.001	-0.001	-0.001
Si	6.756	4.116	9.668	-0.001	0.002	-0.001
Si	9.499	1.352	9.672	0.002	-0.002	0.001
Si	6.751	9.572	9.684	0.001	0.001	-0.001
Si	9.494	6.851	9.668	-0.001	0.001	-0.001
Si	6.758	15.025	9.666	0.001	0	0.001
Si	9.482	12.299	9.689	0	0	-0.001
Si	12.245	4.092	9.686	-0.001	-0.002	0.002
Si	14.976	1.363	9.699	0.002	-0.001	0.001
Si	12.233	9.577	9.66	0	0	-0.002
Si	14.987	6.83	9.658	0.002	-0.003	-0.001
Si	12.225	15.029	9.696	0	0.001	0.003
Si	14.952	12.308	9.645	-0.002	0.003	-0.002
Si	-0.065	-0.008	11.051	0	0	0
Si	2.661	2.736	11.048	0.001	-0.001	0
Si	-0.075	5.466	11.043	0	0.002	-0.002
Si	2.656	8.209	11.048	-0.001	0.001	-0.002
Si	16.328	10.934	11.003	0	-0.001	-0.005
Si	2.665	13.674	11.027	0.001	0	-0.002
Si	5.396	0.013	11.012	0.002	0	0
Si	8.125	2.733	11.031	-0.002	0	0
Si	5.399	5.479	11.05	0.002	-0.002	0
Si	8.129	8.21	11.049	0.001	-0.002	0.002
Si	5.394	10.947	11.047	0	-0.002	-0.001
Si	8.124	13.675	11.054	-0.001	0	0.002
Si	10.856	-0.002	11.058	-0.001	0.003	0.002
Si	13.598	2.722	11.064	0	-0.001	0.001
Si	10.865	5.468	11.024	0.001	0	0.001
Si	13.603	8.197	11.02	0.001	0	-0.002
Si	10.862	10.932	11.037	0	-0.001	0
Si	13.596	13.658	11.05	0.001	-0.001	0.001
Si	1.297	1.363	12.417	-0.002	-0.001	0.001
Si	4.038	4.097	12.414	0	0.002	0
Si	1.293	6.824	12.409	-0.001	-0.002	-0.001
Si	4.035	9.577	12.409	0.001	0	-0.001
Si	1.285	12.3	12.378	-0.001	0	-0.004
Si	4.037	15.056	12.386	0	0.003	-0.002
Si	6.761	1.361	12.404	-0.001	0.001	0.001
Si	9.507	4.099	12.395	0.001	-0.001	-0.001
Si	6.773	6.839	12.421	-0.001	0	0
Si	9.501	9.577	12.416	0.001	0.003	0.001
Si	6.76	12.314	12.419	0.001	-0.002	0.001
Si	9.484	15.047	12.429	0.001	0.001	0.002
Si	12.22	1.36	12.431	-0.001	-0.002	0.003
Si	14.965	4.101	12.416	0	0	-0.001
Si	12.232	6.825	12.392	-0.001	-0.001	-0.001
Si	14.967	9.572	12.383	0.001	0	-0.003
Si	12.215	12.293	12.414	-0.001	-0.002	0
Si	14.968	15.033	12.41	0.002	0	-0.001
Si	-0.074	2.734	13.779	0	0.002	-0.001
Si	2.671	-0.005	13.774	0	0	0.001
Si	-0.088	8.193	13.752	0	0.001	-0.002
Si	2.668	5.46	13.779	0.001	-0.001	-0.001
Si	-0.072	13.657	13.767	0	-0.001	0.002
Si	2.663	10.953	13.751	0.002	-0.002	-0.003
Si	5.402	2.72	13.781	0.001	-0.002	0
Si	8.12	0.012	13.806	0	0	0.004
Si	5.411	8.219	13.784	0	-0.001	0.004
Si	8.157	5.466	13.771	0.001	0.001	0.002
Si	5.415	13.719	13.769	-0.001	0.001	-0.002
Si	8.133	10.95	13.785	-0.001	-0.001	0.004
Si	10.85	2.734	13.798	0.002	0.002	0.004
Si	13.59	16.386	13.78	0.004	0	0.002
Si	10.874	8.193	13.763	0.001	-0.001	0.001
Si	13.574	5.448	13.779	0.002	0.001	0.001
Si	10.847	13.666	13.783	0	0	0.002
Si	13.595	10.925	13.765	0	0	0
Si	1.317	4.075	15.155	-0.002	0.002	0.005
Si	4.033	1.351	15.161	0	-0.001	0.007
Si	1.301	9.557	15.09	-0.003	0.002	-0.003
Si	4.039	6.842	15.13	0.003	-0.004	0
Si	1.31	15.017	15.128	-0.003	0.002	0.001
Si	4.033	12.354	15.092	0.001	0.001	-0.002
Si	6.808	4.076	15.119	-0.004	0.003	0.001
Si	9.486	1.376	15.184	0.004	-0.002	0.002
Si	6.788	9.581	15.166	0	0.003	0.001
Si	9.513	6.845	15.15	0.005	-0.002	0.002
Si	6.764	15.063	15.202	0.001	0.002	0.006
Si	9.463	12.334	15.173	0	-0.002	0.005
Si	12.211	4.091	15.184	-0.003	0	0.002
Si	14.939	1.375	15.128	0.002	-0.001	0.002
Si	12.249	9.538	15.134	-0.001	0.004	0.003
Si	14.94	6.827	15.119	0.001	-0.003	0.002
Si	12.232	15.005	15.15	-0.005	0.001	0.002
Si	14.941	12.31	15.132	0.001	-0.002	0
Si	-0.089	-0.01	16.436	0.002	-0.001	0.005
Si	2.678	2.699	16.551	0.004	0.003	0.002
Si	-0.089	5.457	16.453	0.005	0.003	-0.001
Si	2.667	8.221	16.485	-0.001	-0.001	-0.007
Si	-0.084	10.911	16.424	-0.001	0.001	0.003
Si	2.702	13.682	16.516	0	-0.002	0.001
Si	5.388	0.02	16.581	-0.006	-0.003	0.004
Si	8.127	2.745	16.578	0.001	-0.001	-0.003
Si	5.451	5.462	16.434	0.001	-0.004	0.008
Si	8.17	8.21	16.545	0.002	0.001	0.002
Si	5.414	11.024	16.448	-0.003	-0.003	-0.001
Si	8.118	13.706	16.61	0.001	0	0.001
Si	10.865	16.372	16.5	0.004	0.003	0.008
Si	13.563	2.692	16.549	0.002	0.002	0.001
Si	10.852	5.487	16.551	0.004	0.007	0.004
Si	13.586	8.157	16.537	0.005	0.004	-0.004
Si	10.864	10.927	16.444	0.001	0.003	0.011
Si	13.58	13.65	16.558	0.004	-0.003	-0.001
Si	1.265	1.273	17.86	-0.008	-0.001	-0.013
Si	4.143	4.098	17.818	-0.004	0.015	-0.007
Si	1.279	6.818	17.807	-0.008	-0.014	-0.013
Si	4.047	9.675	17.77	0.012	0.009	-0.02
Si	1.284	12.267	17.761	-0.008	-0.002	-0.009
Si	4.043	15.037	17.965	0.006	0.007	-0.009
Si	6.748	1.397	17.972	-0.003	-0.009	-0.006
Si	9.477	4.15	17.943	0.008	0.004	-0.013
Si	6.773	6.806	17.851	-0.014	-0.009	-0.021
Si	9.556	9.62	17.885	0.003	0.006	-0.014
Si	6.699	12.338	17.951	-0.007	-0.003	-0.006
Si	9.54	15.076	17.959	0.011	-0.002	-0.01
Si	12.183	1.287	17.923	-0.003	-0.01	-0.018
Si	14.977	4.086	17.834	0.004	0.007	-0.011
Si	12.221	6.812	17.966	-0.007	-0.006	-0.011
Si	15.003	9.543	17.82	0.016	0.011	-0.018
Si	12.182	12.223	17.878	-0.002	-0.019	-0.025
Si	14.959	15.1	17.851	0.011	0.01	-0.018
Si	-0.096	2.678	19.171	0.023	0.002	0.051
Si	2.605	16.353	19.315	0	-0.003	0.048
Si	-0.047	8.194	19.211	0.005	0.006	0.07
Si	2.734	5.462	19.074	0.004	0.001	0.061
Si	-0.034	13.682	19.073	-0.005	-0.014	0.064
Si	2.641	10.963	19.171	-0.005	-0.006	0.062
Si	5.424	2.818	19.372	-0.01	-0.018	0.041
Si	8.161	0.064	19.332	-0.005	0.016	0.069
Si	5.427	8.301	19.065	0.008	0.004	0.054
Si	8.086	5.501	19.357	0.006	0.009	0.053
Si	5.38	13.704	19.437	-0.001	-0.01	0.048
Si	8.139	10.962	19.228	-0.007	-0.008	0.058
Si	10.813	2.702	19.251	0.001	0.014	0.06
Si	13.586	16.372	19.342	0.003	-0.006	0.047
Si	10.871	8.265	19.33	0.014	-0.016	0.05
Si	13.63	5.381	19.277	-0.006	-0.007	0.056
Si	10.854	13.592	19.298	-0.02	0.008	0.056
Si	13.596	10.836	19.191	0.019	0.017	0.048
Si	1.618	3.809	20.304	-0.014	-0.013	-0.217
Si	3.794	1.576	20.539	0.04	-0.021	-0.246
Si	1.576	9.334	20.51	-0.113	0.07	-0.213
Si	3.834	7.155	20.295	-0.019	-0.071	-0.184
Si	1.423	14.714	20.611	0.01	0.077	-0.22
Si	3.688	12.495	20.624	0.08	0	-0.236
Si	6.908	4.049	20.862	-0.076	0.054	-0.166
Si	9.177	1.749	20.7	0	-0.041	-0.217
Si	7.016	9.339	20.49	-0.053	0.01	-0.239
Si	9.26	7.122	20.606	0.026	-0.041	-0.228
Si	7.045	14.914	20.701	-0.09	0.012	-0.19
Si	9.199	12.52	20.655	0.056	-0.017	-0.184
Si	12.431	3.773	20.556	0.006	0.067	-0.228
Si	14.747	1.611	20.614	0.019	-0.058	-0.231
Si	12.592	9.246	20.657	-0.132	0.102	-0.164
Si	14.849	6.961	20.53	0.089	-0.1	-0.197
Si	12.549	14.603	20.577	-0.048	0.082	-0.195
Si	14.842	12.456	20.302	-0.01	-0.06	-0.195
Si	14.244	14.899	24.94	0.019	0.004	0.02
Si	6.471	14.517	26.789	0.057	0.025	-0.001
Si	0.183	5.431	22.655	-0.01	0.033	-0.039
Si	5.218	5.894	22.884	0.106	-0.069	0.038
Si	16.147	10.62	22.545	0.075	-0.031	-0.037
Si	-0.132	16.348	22.882	-0.021	-0.053	-0.025
Si	5.445	0.184	22.919	0.107	-0.014	-0.046
Si	10.794	9.856	28.228	0.04	0.032	0.029
Si	2.7	5.99	24.412	0.02	-0.067	-0.041
Si	9.85	11.976	23.616	-0.017	-0.027	0.053
Si	9.061	10.077	25.85	0.02	-0.025	-0.012
Si	9.848	0.68	23.595	0.036	0.051	-0.056
Si	8.878	4.344	25.119	0.014	-0.021	0.066
Si	10.037	8	30.713	-0.05	0.031	-0.028
Si	13.532	9.599	23.398	-0.02	0.022	-0.012
Si	7.138	12.12	24.825	0.104	-0.056	0.014
Si	11.485	14.592	23.575	0.041	-0.083	-0.026
Si	1.448	3.925	26.175	-0.053	-0.024	0.013
Si	2.227	4.852	30.521	0.108	-0.023	0.085
Si	5.228	10.711	22.77	0.019	-0.061	-0.057
Si	14.926	11.785	24.855	-0.025	-0.048	-0.001
Si	2.452	13.747	27.008	0.07	-0.023	-0.047
Si	7.23	1.811	24.879	-0.008	0.028	0
Si	4.864	9.782	27.461	-0.081	0.007	-0.122
Si	4.647	8.255	24.594	0.091	-0.065	0.023
Si	10.596	2.032	26.065	0	0.015	-0.027
Si	10.822	5.394	22.801	-0.008	0.019	-0.01
Si	15.111	4.532	24.976	-0.017	-0.035	0.032
Si	13.002	6.758	24.709	0.02	0.007	-0.024
Si	14.582	-0.004	27.717	-0.096	0.021	-0.037
Si	11.445	9.615	32.552	0.045	0.085	-0.02
Si	3.217	7.01	28.783	0.036	-0.022	0.024
Si	4.094	15.563	25.269	-0.041	-0.027	0.028
Si	0.088	9.325	32.246	0.06	-0.001	0.018
Si	1.746	1.107	25.098	-0.01	-0.023	0.033
Si	16.034	10.517	29.607	-0.008	-0.043	-0.037
Si	0.356	11.559	27.064	-0.035	0.034	0.024
Si	8.251	0.443	27.318	-0.004	0.042	0.018
Si	1.751	2.535	29.033	0.039	-0.038	0.039
Si	1.795	9.247	27.891	-0.032	-0.008	-0.02
Si	11.655	7.267	27.435	0.022	-0.03	-0.015
Si	1.118	-0.029	27.868	0.018	0.063	-0.035
Si	10.879	16.174	31.734	-0.023	-0.069	0.025
Si	8.696	7.019	26.809	0.043	0.057	0.008
Si	13.359	3.815	29.329	-0.013	0.01	-0.021
Si	8.173	16.068	30.384	0.059	-0.088	-0.074
Si	4.23	1.815	32.654	-0.04	-0.002	0.001
Si	12.587	6.391	30.201	-0.035	-0.005	-0.014
Si	2.618	7.524	31.643	0.082	-0.021	0.011
Si	4.978	12.551	28.415	0.105	0.053	0.035
Si	5.707	12.565	31.394	0.051	0.055	0.055
Si	6.338	3.996	32.597	-0.029	-0.004	0.055
Si	13.57	2.76	26.71	-0.008	0.061	-0.071
Si	6.153	7.507	28.757	0.029	-0.032	0.018
Si	7.422	6.588	31.41	-0.004	-0.013	0.112
Si	5.553	15.698	32.01	-0.003	-0.023	0.004
Si	8.583	13.365	31.558	0.042	-0.006	0.047
Si	14.892	1.544	32.541	-0.065	0.003	0.095
Si	16.06	3.504	30.74	0.028	-0.043	-0.042
Si	12.895	10.929	30.148	0.049	-0.001	0.02
Si	14.69	6.898	32.524	0.043	-0.084	-0.001
Si	13.158	0.884	30.109	-0.018	-0.099	0.015
Si	11.662	13.258	31.743	-0.073	-0.04	0.07
O	1.184	14.88	34.079	0.051	0.047	0.091
O	15.669	0.365	33.345	-0.181	-0.086	-0.112
O	2.759	2.493	32.946	0.137	0.275	0.01
O	1.111	4.135	34.137	0.193	0.135	-0.361
O	15.89	5.867	32.959	0.285	0.261	-0.094
O	1.118	8.167	31.752	-0.027	-0.039	-0.353
O	3.303	8.208	32.946	0.182	0.042	-0.049
O	14.682	12.047	34.012	0.169	0.083	-0.031
O	0.356	10.127	33.649	0.096	-0.036	-0.024
O	5.047	12.084	29.979	0.19	-0.062	0.042
O	3.311	12.814	34.027	0.188	0.008	-0.312
O	4.632	1.456	34.206	-0.135	0.009	0.075
O	5.91	15.634	33.618	-0.155	-0.046	0.155
O	9.203	1.417	34.235	0.061	0.025	-0.358
O	7.441	3.228	33.512	-0.15	0.212	0.168
O	5.432	5.015	33.468	-0.134	-0.076	-0.273
O	4.186	6.725	0.342	0.04	0.067	0.214
O	8.841	6.92	30.686	0.046	-0.221	-0.326
O	7.477	7.331	32.888	-0.09	0.182	-0.081
O	7.339	12.321	31.33	0.106	-0.051	0.007
O	5.159	11.654	32.651	-0.038	-0.339	0.049
O	8.265	14.102	33.006	-0.216	0.073	-0.087
O	6.752	16.34	31.125	-0.085	0.296	0.112
O	11.031	16.159	33.35	0.224	0.118	-0.04
O	11.838	0.823	31.017	-0.039	0.124	0.236
O	15.944	2.742	32.175	0.021	0.074	0.158
O	13.628	2.228	33.34	-0.088	0.208	0.034
O	11.774	4.21	34.138	0.133	0.094	-0.208
O	9.604	6.257	34.067	0.052	-0.031	-0.021
O	12.075	8.686	33.705	-0.162	0.253	0.236
O	13.76	6.783	33.857	0.017	-0.083	-0.039
O	9.457	12.283	0.03	0.073	0.037	-0.263
O	11.132	11.001	33.32	0.281	-0.019	0.093
O	12.47	13.449	33.179	-0.32	0.147	-0.171
O	11.442	14.759	31.158	0.148	-0.143	-0.37
O	0.983	4.616	21.546	-0.264	0.148	0.234
O	2.661	2.707	20.966	0.22	0.087	0.363
O	4.679	15.414	23.757	-0.156	-0.362	-0.001
O	4.41	0.932	21.918	-0.065	-0.034	0.277
O	1.095	9.943	21.976	0.103	-0.129	0.058
O	2.688	8.18	20.903	-0.142	-0.035	-0.235
O	3.889	5.203	23.571	-0.084	-0.298	0.004
O	4.731	6.68	21.563	0.173	0.156	-0.013
O	0.537	15.21	21.915	0.055	-0.117	0.217
O	1.101	0.616	23.697	0.279	-0.009	-0.377
O	4.167	11.618	21.935	-0.2	0.171	0.156
O	2.553	13.605	21.133	0.057	-0.01	0.078
O	8.049	2.874	21.25	0.123	0.228	0.406
O	6.307	4.786	22.278	0.094	0.161	0.158
O	9.918	1.108	22.028	0.16	-0.179	0.037
O	7.559	3.419	24.747	0.03	0.208	-0.349
O	8.095	8.215	21.079	-0.128	-0.143	0.066
O	6.364	10.091	21.789	0.02	0.072	-0.077
O	7.439	7.044	27.86	0.039	0.085	0.186
O	9.98	6.506	21.954	-0.159	0.268	-0.017
O	8.136	13.723	21.136	0.109	0.119	0.297
O	6.584	15.798	22.039	0.163	0.29	0.069
O	7.609	10.806	25.687	-0.334	0.039	0.023
O	9.765	11.71	21.995	0.178	0.001	-0.007
O	12.055	6.103	23.574	0.005	-0.39	-0.082
O	10.104	6.738	27.623	0.027	-0.324	-0.159
O	13.585	2.702	21.101	0.177	0.107	-0.132
O	15.505	1.039	21.956	0.215	0.301	-0.044
O	12.391	9.8	22.225	0.094	0.294	0.083
O	8.44	5.762	25.793	-0.029	0.012	-0.152
O	15.57	6.486	21.942	-0.1	-0.072	0.117
O	13.571	7.934	20.906	-0.061	-0.157	-0.095
O	11.937	14.95	22.053	0.159	-0.022	-0.004
O	10.176	15.517	23.826	-0.174	-0.074	0.191
O	15.681	11.804	21.543	0.356	0.226	0.15
O	13.753	13.527	20.933	0.008	0.009	0.009
O	12.669	15.063	24.581	-0.11	0.217	0.21
O	1.802	3.381	27.652	0.087	-0.002	0.055
O	3.267	0.56	25.315	0.252	0.08	-0.084
O	9.774	0.879	26.899	-0.109	-0.066	0.294
O	15.746	4.321	23.496	0.038	-0.03	-0.113
O	-0.107	4.431	26.095	0.078	0.135	-0.102
O	5.686	7.081	23.98	-0.068	0.051	-0.299
O	1.292	6.167	23.598	0.011	0.242	-0.47
O	14.645	13.356	24.69	0.115	-0.023	0.022
O	-0.142	11.327	24.011	0.139	0.118	0.083
O	0.88	0.527	26.35	0.089	-0.148	-0.023
O	15.193	15.77	23.948	-0.028	-0.087	0.044
O	3.141	14.29	25.63	-0.16	-0.073	-0.204
O	5.931	1.343	23.997	0	0.082	-0.163
O	8.37	0.891	24.192	0.009	-0.165	-0.112
O	10.049	8.944	29.377	-0.148	-0.062	-0.115
O	3.214	7.495	24.766	-0.124	0.139	-0.011
O	2.43	5.161	25.786	0.278	0.09	0.015
O	4.489	9.477	23.528	-0.172	-0.112	-0.001
O	9.708	10.604	27.272	0.03	0.167	0.157
O	11.085	13.029	23.851	0.019	-0.18	0.118
O	9.972	10.604	24.552	-0.015	0.062	-0.165
O	14.407	15.326	26.506	-0.014	-0.157	0.187
O	10.842	1.606	24.502	0.306	0.142	0.143
O	11.532	4.306	21.826	-0.191	-0.061	0.226
O	9.765	4.649	23.786	0.036	-0.359	-0.325
O	11.632	8.88	27.225	0.311	0.19	-0.249
O	6.326	7.196	30.356	-0.009	-0.152	0.115
O	13.625	10.927	24.358	-0.315	-0.021	-0.191
O	13.25	8.313	24.336	-0.163	0.039	0.1
O	8.841	8.441	25.963	0.068	0.135	0.019
O	6.575	13.355	25.683	-0.269	0.267	-0.154
O	10.087	12.696	31.613	-0.075	0.174	0.067
O	12.705	12.414	30.801	0.098	0.118	-0.093
O	5.314	15.588	26.351	-0.165	-0.046	0.084
O	1.724	2.728	25.1	0.274	-0.196	-0.11
O	2.584	5.573	29.117	0.071	-0.09	-0.132
O	12.672	7.022	28.695	0.098	-0.027	-0.074
O	2.169	7.668	27.699	0.039	-0.165	-0.12
O	14.381	10.529	29.579	-0.075	0.06	0.314
O	1.881	14.968	27.891	0.248	0.042	0.152
O	15.275	11.505	26.417	-0.039	0.033	0.146
O	3.466	12.986	28.013	-0.18	0.109	-0.169
O	0.577	9.276	29.032	0.058	-0.249	0.067
O	9.786	3.453	26.15	-0.216	-0.102	0.236
O	5.94	11.693	23.835	-0.083	0.256	0.277
O	7.125	4.969	31.531	0.207	-0.003	-0.145
O	3.327	9.864	28.067	0.117	0.172	0.129
O	8.444	12.684	24.036	-0.067	0.077	-0.008
O	7.218	1.439	26.492	-0.2	0.005	0.015
O	8.126	0.451	28.952	-0.201	-0.074	0.017
O	13.447	16.223	28.899	-0.029	-0.121	0.141
O	14.419	0.883	31.133	0.246	-0.167	0.024
O	14.011	3.361	25.258	0.049	-0.08	-0.033
O	0.22	2.496	29.596	0.001	0.101	0.105
O	14.429	6.011	24.931	-0.086	-0.077	-0.161
O	12.216	6.573	26.107	-0.071	-0.266	-0.007
O	-0.003	10.56	31.186	-0.104	0.09	0.099
O	11.374	7.115	30.961	-0.043	-0.151	0.058
O	16.023	16.186	28.456	0.098	0.143	0.242
O	14.998	9.463	22.665	-0.028	-0.193	0.058
O	2.095	0.978	28.726	-0.077	-0.145	0.35
O	2.688	3.285	30.183	0.202	-0.175	0.019
O	7.889	15.304	26.91	0.155	-0.252	0.08
O	6.021	13.796	28.189	-0.097	0.233	-0.009
O	15.112	8.475	32.403	-0.295	-0.055	-0.12
O	13.922	6.559	31.125	0.013	-0.306	0.118
O	3.238	7.912	30.178	0.38	-0.111	0.04
O	5.357	11.331	27.393	0.283	0.184	-0.012
O	11.823	10.892	28.919	0.052	0.347	0.213
O	1.129	10.148	26.702	-0.068	0.018	-0.057
O	0.138	11.767	28.685	0.143	0.12	-0.012
O	9.379	0.227	31.312	-0.15	0.249	0.383
O	4.295	0.37	31.849	-0.094	-0.012	-0.088
O	4.75	6.797	28.251	-0.226	0.011	0.129
O	2.749	5.863	31.716	0.149	0.062	0.067
O	1.237	12.794	26.51	0.026	0.085	-0.029
O	5.282	14.154	31.563	-0.151	0.049	-0.252
O	5.895	9.098	28.532	0.236	0.001	0.352
O	10.024	9	32.01	-0.287	-0.103	0.036
O	12.237	4.819	29.935	-0.073	-0.061	-0.172
O	14.533	1.509	27.095	0.204	0.098	0.149
O	13.699	4.035	27.747	-0.057	0.182	-0.027
O	12.884	2.295	29.381	-0.057	-0.011	-0.05
O	12.475	9.847	31.308	-0.036	-0.293	0.2
O	5.007	8.955	26.041	0.142	0.13	0.111
O	0.632	4.789	30.786	-0.274	0.179	-0.218
O	14.628	4.052	30.286	0.192	0.382	0.03
O	12.052	2.215	26.706	-0.057	0.032	0.341
O	8.454	14.45	30.324	-0.027	-0.031	-0.272
O	5.305	2.87	31.98	0.162	0.039	0.069

Results
total energy: -108576.210 eV
total energy less fixed offsets of O -438.25, Si -107.07 eV per atom: 1.860 eV
